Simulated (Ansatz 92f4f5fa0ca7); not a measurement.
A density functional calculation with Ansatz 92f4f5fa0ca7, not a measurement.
Periodic cell of 214 atoms, Si131O81P2, from a study of silicon, its oxide and their interface. The atomic structure is a simulated model.
Doubt: the cutoff is far below the 930 eV that the study's wrapper takes by default for these files, so forces and energies are approximate.
This geometry differs little from another in the collection (a relaxation step or a small displacement).

Settings: functional PBE; potential files Ansatz PAW; basis plane waves; wave-function cutoff 580 eV; density cutoff ratio 5; exchange-correlation grid ratio 1; k mesh 1 x 1 x 1, Gamma-centred; self-consistency stop 5e-08 eV per atom in the density residual; occupations fixed; spin none; net charge 0.

Cell vectors (angstrom)
a  10.938  0  0
b  0  10.938  0
c  0  0  31.5432

Atoms and the computed forces on them: element, x, y, z (angstrom), force x, y, z (eV/angstrom)
Si  10.4006  0.5952  24.3336  0.0023  -0.0036  0.0103
Si  6.0134  10.5099  24.1347  0.002  -0.0032  0.0129
Si  2.0931  3.2637  24.0844  0.0032  -0.0015  0.0108
Si  8.6679  2.2836  24.2753  -0.001  -0.005  0.0085
Si  0.4595  5.066  24.1387  -0.0012  -0.0027  0.007
Si  5.0262  5.9076  24.228  -0.0004  0.0013  0.008
Si  3.3622  7.6531  24.162  -0.0017  -0.0017  0.0067
Si  7.8098  8.8374  24.0104  -0.0073  0.0008  0.0095
Si  1.3143  1.4905  25.454  0.0019  -0.0054  -0.0115
Si  6.8906  1.318  25.4716  -0.008  0.0058  -0.0123
Si  3.9943  4.1091  25.335  -0.0006  0  -0.0066
Si  9.6377  4.1081  25.4086  -0.0052  0.0045  -0.0109
Si  1.4585  6.8233  25.3527  -0.0051  0.0036  -0.0065
Si  6.8751  6.9612  25.2589  -0.0007  -0.0027  -0.0036
Si  4.2011  9.5424  25.3309  -0.0028  0.0029  -0.0038
Si  9.506  9.6614  25.4429  0.0055  -0.0028  -0.0133
Si  2.7602  0.0145  26.6402  -0.0028  -0.0005  0.0064
Si  8.1942  0.0009  26.9263  -0.0013  -0.0033  0.0297
Si  -0.0116  2.785  26.9037  0.0015  -0.0008  0.0246
Si  5.431  2.7427  26.6626  -0.0004  0.0007  0.0054
Si  2.7226  5.4549  26.8268  0.0042  0.0001  0.0191
Si  8.2087  5.5306  26.6345  -0.0041  0.0009  0.0081
Si  0.0209  8.222  26.6503  -0.0021  -0.0014  0.0054
Si  5.5221  8.2161  26.7905  -0.0007  -0.0037  0.0156
Si  4.1024  1.3673  28.0722  0.001  -0.0035  -0.0078
Si  9.5689  1.3877  28.2223  0.0014  0.0008  -0.0061
Si  1.3686  4.1325  28.2211  -0.0055  0.0044  -0.0029
Si  6.8264  4.1336  28.028  -0.0021  0.0069  -0.0135
Si  4.126  6.8369  28.1339  0.0047  -0.0036  -0.0208
Si  9.5882  6.8529  28.057  0.0021  -0.0011  -0.0109
Si  1.3869  9.5857  28.048  0.0026  0.001  -0.0139
Si  6.8236  9.5593  28.2193  0.0053  0.0026  -0.0028
Si  0.0249  -0.0154  29.4937  -0.0059  0.0101  0.0078
Si  5.4442  0.0191  29.5046  0.0024  -0.0048  0.001
Si  2.749  2.7197  29.4973  -0.0051  0.0053  0.0045
Si  8.1674  2.7752  29.4893  0.0089  -0.0083  0.0055
Si  -0.0252  5.5012  29.5071  0.0078  -0.0051  0.0001
Si  5.4831  5.4608  29.4811  -0.0036  0.0074  0.0071
Si  2.7342  8.2123  29.4688  0.0041  -0.0008  0.0077
Si  8.228  8.1814  29.4992  -0.008  0.0073  0.0028
Si  1.3673  1.3673  30.8594  0.1456  -0.0831  0.0874
Si  6.8362  1.3673  30.8594  -0.156  0.153  -0.0591
Si  4.1018  4.1018  30.8594  0.1324  -0.084  -0.0082
Si  9.5708  4.1018  30.8594  -0.1841  0.1542  -0.034
Si  1.3673  6.8362  30.8594  -0.0094  0.2194  -0.0925
Si  6.8362  6.8362  30.8594  0.0917  -0.1518  0.0271
Si  4.1018  9.5708  30.8594  -0.1577  0.061  -0.0513
Si  9.5708  9.5708  30.8594  0.1435  -0.0805  0.0377
Si  2.7345  0  0.6835  0.074  -0.1478  0.0439
Si  8.2035  0  0.6835  -0.134  0.0595  -0.032
Si  0  2.7345  0.6835  -0.149  0.121  -0.0487
Si  5.469  2.7345  0.6835  0.1071  -0.1227  0.0672
Si  2.7345  5.469  0.6835  -0.1225  0.1127  -0.0227
Si  8.2035  5.469  0.6835  0.1173  -0.1924  0.092
Si  0  8.2035  0.6835  0.1947  -0.1038  0.0874
Si  5.469  8.2035  0.6835  -0.0293  0.1468  -0.0656
Si  4.1221  1.3409  2.0487  -0.0037  0.0027  -0.0066
Si  9.5466  1.3837  2.0412  0.0075  -0.0118  -0.001
Si  1.3372  4.1286  2.0518  0.0068  -0.0096  -0.0076
Si  6.8593  4.0721  2.0531  -0.0082  0.0065  -0.0029
Si  4.0889  6.8581  2.0405  0.0102  -0.0073  -0.003
Si  9.5963  6.8082  2.0505  -0.0077  0.0073  -0.0022
Si  1.3826  9.5568  2.0542  -0.0046  0.0046  -0.0028
Si  6.8364  9.566  2.0635  0.0002  -0.0015  -0.0076
Si  -0.0288  -0.0094  3.3456  -0.0101  0.01  -0.001
Si  5.4736  -0.0194  3.4792  0.0005  0.0003  0.0097
Si  2.7138  2.7213  3.3299  -0.0001  0.0067  0.0144
Si  8.1984  2.7045  3.4912  0.0016  -0.0073  0.011
Si  -0.0135  5.4679  3.5078  -0.0058  0.0054  0.0138
Si  5.4823  5.4809  3.3335  -0.0104  0.0032  -0.0008
Si  2.748  8.206  3.4773  0  -0.0032  0.0102
Si  8.2328  8.1785  3.3806  0.0079  -0.0081  0.0102
Si  1.3175  1.3691  4.669  -0.0017  0.0013  -0.0219
Si  6.8553  1.3004  4.896  0.001  0.0014  -0.0055
Si  4.0863  4.1164  4.6235  -0.0027  -0.0003  -0.0329
Si  9.5478  4.0704  4.8999  0.0048  0.0008  -0.0099
Si  1.3697  6.8677  4.88  -0.0014  0.0001  -0.005
Si  6.8648  6.7984  4.7169  -0.002  0.0057  -0.0163
Si  4.125  9.5535  4.8935  0.0012  -0.0014  -0.0055
Si  9.587  9.5601  4.7361  -0.0026  0.0037  -0.016
Si  2.6504  0.0476  6.0979  0.0125  -0.0048  0.0104
Si  8.2338  -0.1425  6.2472  -0.0009  0  0.0034
Si  -0.0009  2.6497  6.1844  -0.0033  0.0006  0.0144
Si  5.4093  2.7771  6.0446  0.0078  -0.0075  0.0085
Si  2.7691  5.4203  6.1071  -0.006  0.003  0.0074
Si  8.1431  5.4479  6.2236  0.0013  -0.0036  0.0092
Si  0.0162  8.2975  6.2192  0.0045  -0.0058  0.0012
Si  5.5725  8.137  6.181  -0.0011  0.0031  0.0161
Si  3.5108  1.9587  7.1499  0.0022  0.0014  -0.0055
Si  10.0354  0.8202  7.4283  0.0027  0.0034  -0.0149
Si  1.7957  3.6553  7.3291  0.0025  -0.0018  -0.02
Si  6.2562  4.5101  7.3869  -0.0001  0.004  -0.0218
Si  4.6513  6.2652  7.2521  0.0009  0.0006  -0.015
Si  9.2058  7.2203  7.3704  -0.0097  0.0055  -0.0214
Si  0.9175  10.1611  7.4855  -0.0122  0.004  -0.0177
Si  7.4265  8.8864  7.4948  -0.0013  -0.0026  -0.0218
O  4.5262  6.4528  8.8908  -0.0058  0.0006  0.0218
O  1.4549  3.9895  8.923  -0.0028  0.0117  0.0282
O  9.833  6.7322  8.8284  0.0094  -0.0054  0.0296
O  1.3421  10.1218  9.1157  0.0118  -0.002  0.0259
O  6.162  4.1988  9.0248  0.0053  -0.0169  0.0392
O  3.814  1.7175  8.7426  0.0163  -0.0139  0.0358
O  7.165  8.9529  9.1486  -0.0057  0.013  0.0308
O  9.6388  1.0632  9.0193  -0.0135  0.0072  0.03
O  8.2207  2.5934  22.7142  -0.0046  0.0042  -0.0148
O  10.941  5.527  22.6082  -0.0013  0.0031  -0.0092
O  5.5888  0.0882  22.623  -0.0063  0.0095  -0.0163
O  5.275  5.393  22.6754  0.0012  -0.0009  -0.0108
O  2.088  2.8152  22.4809  0.0006  -0.0046  -0.0125
O  3.283  7.8189  22.5066  -0.0042  0.0019  -0.0094
O  8.3956  8.7373  22.4481  0.0058  -0.0013  -0.0103
O  -0.199  11.2496  22.7487  0.0038  -0.0038  -0.0126
Si  2.1059  2.9511  12.9092  0.0023  -0.0092  -0.0013
Si  8.7437  1.2874  10.3533  -0.0009  0.0025  -0.0058
Si  0.9794  4.3229  15.3789  -0.0146  0.0145  -0.0027
Si  7.542  5.6644  12.2177  -0.0098  0.013  -0.0038
Si  2.362  8.174  21.2172  -0.0038  -0.0056  0.0063
Si  5.3913  7.8565  12.4583  0.0214  0.0235  0.0074
Si  9.1723  0.2709  15.3916  -0.0099  -0.0254  -0.0022
Si  2.8011  -0.059  16.6731  0.0052  -0.0011  0.0055
Si  10.5217  1.0302  12.64  -0.0216  0.0028  0.0021
Si  7.7015  2.8714  21.2085  -0.0034  -0.0047  0.0071
P  9.5708  8.5711  14.2124  -0.0081  -0.0042  0.0229
Si  1.4764  4.749  10.3642  -0.0032  -0.0018  -0.0091
Si  4.4088  9.497  19.1368  0.002  0.0026  0.0071
Si  11.0117  6.0866  21.0781  0.0001  0.0054  0.0036
P  6.4453  10.3036  14.6044  0.011  0.0109  -0.0029
Si  5.3342  0.7549  21.1679  0.0022  -0.0029  0.0071
Si  2.4677  9.8072  10.2633  -0.0026  0.0029  -0.0026
Si  0.4043  10.6369  21.3915  -0.0059  0.0021  0.0037
Si  5.7843  5.3036  21.1484  0.0015  -0.0022  0.0092
Si  3.6321  7.0661  10.0777  -0.0015  0.004  -0.0014
Si  9.1063  5.6686  14.8849  0.0426  0.0342  0.0228
Si  3.5745  4.1392  19.1207  0.0001  -0.0031  0.0103
Si  9.9537  3.6782  19.2463  -0.0025  0.0002  0.0058
Si  4.136  8.6825  15.3306  0.0142  -0.0007  -0.0007
Si  0.31  1.7763  17.1207  -0.013  -0.0059  0.0007
Si  6.7287  7.5952  19.3121  0.0001  0.0046  0.0037
Si  5.2033  3.6846  16.7828  -0.0068  0.0042  -0.0092
Si  7.7404  5.1328  17.5172  0.0071  0.0068  0.003
Si  6.7052  9.9437  10.3614  -0.0055  0.0014  -0.0144
Si  4.4759  1.0998  10.061  0.0001  0.0059  -0.0208
Si  0.2997  8.9725  12.0712  0.005  -0.0032  0.0104
Si  9.0707  8.6414  20.9543  0.0028  0.0019  0.0063
Si  4.4351  1.7183  14.6931  -0.0006  -0.0215  -0.0138
Si  2.3927  2.1045  21.047  -0.0044  -0.0032  0.0087
Si  6.3941  3.3743  10.412  0.0136  0.0012  -0.013
Si  3.2927  5.9077  16.7194  0.0015  -0.0009  0.0028
Si  9.9282  6.5313  10.4346  0.0017  0.0075  0.0021
O  -0.0216  2.5842  18.502  0.003  -0.0063  -0.0058
O  2.8259  9.6689  15.5412  -0.0048  -0.0015  0.0004
O  10.8057  4.802  20.0863  -0.005  -0.0072  -0.006
O  7.6729  2.4519  10.0472  -0.0042  0.0094  0.0196
O  10.8986  5.2457  10.7761  0.0007  -0.0003  -0.0031
O  6.5865  6.8234  12.8673  0.0078  -0.0168  -0.012
O  10.4671  7.926  11.0963  0.0004  -0.0016  -0.0053
O  8.4207  6.2411  10.9748  -0.0035  -0.0082  0.003
O  5.2731  10.5229  20.0528  -0.0067  -0.0101  -0.0042
O  2.1359  3.6837  11.4361  0.0006  -0.0001  0.0073
O  7.8984  8.6211  19.8161  -0.0082  -0.0032  -0.0019
O  6.1333  6.7992  20.6129  0.0005  0.0019  -0.003
O  5.4482  2.7241  15.4945  -0.0011  0.0151  0.0139
O  1.273  0.9283  20.6958  0.0004  0.0018  -0.0005
O  6.0288  9.1225  11.6095  -0.0079  -0.0079  -0.012
O  4.5146  5.0102  16.1196  0.0055  -0.0173  0.0067
O  6.5737  4.0039  17.5995  -0.0155  0.0013  -0.007
O  10.6285  10.4773  11.9942  0.0054  0.0049  -0.0069
O  5.4126  0.5391  14.0741  -0.0079  -0.0014  0.0162
O  7.9051  5.4291  15.9331  0.0222  0.0075  -0.0185
O  9.7772  9.6638  15.4298  -0.0036  0.0176  0.0057
O  -0.5736  4.7371  15.261  -0.0205  0.0215  -0.0183
O  1.5045  6.8421  20.7895  -0.0017  -0.0014  0.0012
O  1.3533  0.4998  17.2218  -0.0023  0.001  0.002
O  6.5407  1.7937  20.8076  -0.0017  -0.0002  0.0028
O  1.0462  1.6974  12.9073  0.0017  0.0014  -0.0014
O  3.1393  5.5311  18.328  -0.0006  0.0015  -0.0059
O  9.7008  1.8857  11.5318  0.0016  -0.0166  -0.0042
O  1.0082  2.8772  16.1329  0.0019  0.0053  0
O  8.5888  5.2581  13.4017  0.013  0.0022  0.0222
O  11.1316  8.4714  13.6394  0.0049  0.005  -0.0115
O  1.4156  9.4035  21.713  -0.0003  -0.001  -0.0002
O  10.0615  9.9294  20.6131  -0.0031  -0.0025  0.0019
O  3.2845  0.2084  10.7721  0.0011  0.0008  -0.01
O  5.1424  2.3814  10.8519  0.0026  -0.0016  -0.006
O  1.6153  4.136  13.9014  -0.0085  0.0058  0.0138
O  7.9832  10.8495  10.8485  -0.0054  0.0055  -0.0118
O  9.1014  4.5174  18.1402  -0.008  0.001  -0.006
O  5.4968  9.5684  15.7707  -0.0249  -0.0171  -0.013
O  5.64  0.0333  9.6769  0.005  -0.0015  0.012
O  3.5538  2.3774  13.467  -0.0043  0.0044  0.0017
O  1.8376  5.5159  16.0876  -0.008  -0.0152  -0.0076
O  9.6218  0.9866  13.9975  0.015  0.009  -0.018
O  4.4004  7.0046  11.4971  -0.0069  -0.001  -0.0177
O  4.6394  4.5853  20.2577  -0.0105  -0.0045  -0.0077
O  9.8182  1.151  16.596  0.0135  0.0031  0.0081
O  6.6738  4.3864  11.6717  0.0011  -0.0043  -0.014
O  5.5204  8.4253  18.5902  -0.0019  -0.0023  0.0016
O  8.9791  2.7832  20.2034  0.0068  0.0031  -0.0064
O  3.4574  1.1928  15.8759  0.0009  -0.001  -0.0021
O  4.2029  3.1363  17.9713  0.0067  0.0047  -0.0086
O  9.8488  7.2071  20.8551  -0.0019  -0.0017  0.0016
O  3.4105  8.6308  9.6334  -0.0001  -0.0092  0.0049
O  3.7545  7.4249  16.3148  -0.0033  -0.0065  -0.0055
O  7.5155  0.2198  15.5565  0.0197  -0.0046  -0.005
O  9.5849  7.2282  15.1057  -0.0192  -0.0873  -0.0168
O  3.888  1.4861  21.1644  0.0019  -0.0006  0.0003
O  1.8486  9.1215  11.6134  -0.0023  0.0007  -0.0028
O  2.2928  6.1607  10.2444  0.0101  -0.0008  0.0022
O  7.3229  6.5174  18.2519  0.0027  -0.0083  -0.0048
O  7.1369  4.3972  21.0858  -0.0023  0.0013  -0.0003
O  4.4775  8.2603  13.7727  -0.0177  0.0001  0.0173
O  3.2773  8.6641  19.9715  0.0053  0.0033  -0.0069
O  2.4125  3.2615  19.875  0.0033  0.0075  -0.0079
O  3.649  10.3358  17.9632  -0.0057  0.0012  -0.0049

Results
free energy: -130852.697 eV
free energy less fixed offsets of O -568.88, P -755.39, Si -635.61 eV per atom: 2.273 eV

The program warned: the cutoff lies below the one the program advises for these potential files; the forces do not sum to zero within the program's tolerance; the exchange-correlation potential is rough where the density is thin.
